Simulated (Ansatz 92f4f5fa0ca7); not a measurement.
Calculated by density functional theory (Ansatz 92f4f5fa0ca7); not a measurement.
Periodic cell of 357 atoms, Si241O116, from a study of silicon, its oxide and their interface. The atomic structure is a simulated model.
Doubt: the cutoff is far below the 930 eV that the study's wrapper takes by default for these files, so forces and energies are approximate.
This geometry differs little from another in the collection (a relaxation step or a small displacement).

Settings: functional PBE; potential files Ansatz PAW; basis plane waves; wave-function cutoff 580 eV; density cutoff ratio 5; exchange-correlation grid ratio 1; k mesh 1 x 1 x 1, Gamma-centred; self-consistency stop 5e-08 eV per atom in the density residual; occupations fixed; spin none; net charge 0.

Cell vectors (angstrom)
a  11.6015  0  0
b  0  13.3963  0
c  0  0  40.4672

Atoms and the computed forces on them: element, x, y, z (angstrom), force x, y, z (eV/angstrom)
Si  0  2.2327  1.1851  -0.014  -0.0049  0.0019
Si  3.8672  2.2327  1.1851  -0.0091  0.0157  0.0189
Si  7.7343  2.2327  1.1851  -0.002  0.0104  0.0088
Si  1.9336  5.5818  1.1851  -0.0143  -0.0046  0.0228
Si  5.8008  5.5818  1.1851  -0.0134  0.0034  -0.0023
Si  9.6679  5.5818  1.1851  0  -0.0157  0.0242
Si  0  8.9308  1.1851  -0.0094  -0.0282  -0.031
Si  3.8672  8.9308  1.1851  -0.0074  -0.014  -0.0112
Si  7.7343  8.9308  1.1851  -0.0078  -0.0086  0.0097
Si  1.9336  12.2799  1.1851  0.0227  -0.0015  0.0251
Si  5.8008  12.2799  1.1851  -0.0039  0.0176  0.0052
Si  9.6679  12.2799  1.1851  -0.0026  0.0017  -0.0221
Si  1.9336  1.1164  1.9745  -0.0132  -0.0076  0.0004
Si  5.8008  1.1164  1.9745  0.0392  -0.0739  -0.0039
Si  9.6679  1.1164  1.9745  0.05  -0.0202  0.0053
Si  0  4.4654  1.9745  0.0149  0.0167  0.0004
Si  3.8672  4.4654  1.9745  0.0322  -0.0211  0.0024
Si  7.7343  4.4654  1.9745  0.011  -0.0438  -0.0067
Si  1.9336  7.8145  1.9745  0.0219  0.0659  -0.0033
Si  5.8008  7.8145  1.9745  -0.0113  0.0035  -0.0052
Si  9.6679  7.8145  1.9745  0.0675  0.096  0.0025
Si  0  11.1635  1.9745  -0.0966  -0.0193  -0.0225
Si  3.8672  11.1635  1.9745  -0.0381  0.0362  -0.0005
Si  7.7343  11.1635  1.9745  0.0771  0.01  -0.0008
Si  1.9336  1.1164  4.3426  -0.0302  -0.0132  0.1378
Si  5.8008  1.1164  4.3426  0.1214  -0.1252  0.0589
Si  9.6679  1.1164  4.3426  0.1458  -0.0386  0.0476
Si  0  4.4654  4.3426  0.0668  0.062  0.0078
Si  3.8672  4.4654  4.3426  0.0645  -0.0243  -0.0218
Si  7.7343  4.4654  4.3426  0.0472  -0.103  -0.0778
Si  1.9336  7.8145  4.3426  0.0292  0.1651  -0.1468
Si  5.8008  7.8145  4.3426  -0.0413  0.058  -0.1418
Si  9.6679  7.8145  4.3426  0.162  0.2642  -0.0653
Si  0  11.1635  4.3426  -0.2415  -0.0243  0.2495
Si  3.8672  11.1635  4.3426  -0.0731  0.1601  -0.0621
Si  7.7343  11.1635  4.3426  0.2137  0.065  0.0733
Si  0  0  36.1266  0.0266  -0.0318  -0.0776
Si  3.8672  0  36.1266  -0.0126  0.128  0.0861
Si  7.7343  0  36.1266  0.0051  0.0046  -0.0863
Si  1.9336  3.3491  36.1266  0.0099  -0.1472  -0.0603
Si  5.8008  3.3491  36.1266  -0.0834  -0.0535  0.1177
Si  9.6679  3.3491  36.1266  -0.035  -0.0762  -0.098
Si  0  6.6981  36.1266  -0.1291  -0.1037  -0.1039
Si  3.8672  6.6981  36.1266  -0.0809  -0.0423  0.0293
Si  7.7343  6.6981  36.1266  -0.0433  -0.0981  0.1594
Si  1.9336  10.0472  36.1266  -0.0981  -0.0674  0.029
Si  5.8008  10.0472  36.1266  -0.0485  -0.0011  0.0199
Si  9.6679  10.0472  36.1266  -0.0267  -0.0122  0.0603
Si  0  0  38.4947  0.0032  -0.0051  -0.0063
Si  3.8672  0  38.4947  0.0023  0.0666  0.0096
Si  7.7343  0  38.4947  0.0093  0.0136  0.0009
Si  1.9336  3.3491  38.4947  -0.0053  -0.0425  0.0066
Si  5.8008  3.3491  38.4947  -0.0353  -0.0021  -0.0014
Si  9.6679  3.3491  38.4947  -0.0095  -0.0137  0.0109
Si  0  6.6981  38.4947  -0.0454  -0.0235  0.0152
Si  3.8672  6.6981  38.4947  -0.0317  0.0028  0.0071
Si  7.7343  6.6981  38.4947  -0.0159  -0.0276  0.0006
Si  1.9336  10.0472  38.4947  -0.0362  -0.0319  -0.0067
Si  5.8008  10.0472  38.4947  -0.0182  0.0075  -0.0026
Si  9.6679  10.0472  38.4947  -0.0029  0.0049  -0.0044
Si  0  2.2327  39.2841  0.0114  0.0082  -0.0101
Si  3.8672  2.2327  39.2841  0.0131  -0.0182  0.0282
Si  7.7343  2.2327  39.2841  -0.0013  -0.0086  -0.0081
Si  1.9336  5.5818  39.2841  0.017  0.0091  -0.0248
Si  5.8008  5.5818  39.2841  0.0173  -0.0064  0.0038
Si  9.6679  5.5818  39.2841  -0.0039  0.02  0.0003
Si  0  8.9308  39.2841  0.0123  0.032  0.003
Si  3.8672  8.9308  39.2841  0.0065  0.0129  0.0027
Si  7.7343  8.9308  39.2841  0.0065  0.0012  -0.0083
Si  1.9336  12.2799  39.2841  -0.0204  -0.0015  -0.0204
Si  5.8008  12.2799  39.2841  0.0004  -0.0145  -0.0113
Si  9.6679  12.2799  39.2841  0.0052  -0.0029  0.0001
Si  -2.0225  -1.2973  29.7971  0.0264  0.007  -0.0156
Si  4.202  0.2419  28.8147  -0.039  0.0011  0.0317
Si  7.6957  -0.145  29.096  -0.0053  0.0063  0.021
Si  1.9388  3.2621  28.8761  0.005  0.0085  0.042
Si  5.4548  3.62  28.7379  0.0122  0.0294  0.0205
Si  9.9051  3.2237  29.07  0.0035  -0.0178  0.0207
Si  -1.8583  5.3516  29.9836  -0.0341  0.0285  -0.0126
Si  3.7104  6.8667  29.2077  0.0286  -0.0248  0.0333
Si  7.2211  6.9394  28.7881  0.0202  -0.0067  0.028
Si  1.6806  9.6774  29.1403  0.0215  0.0192  0.0335
Si  5.4799  10.2021  28.9402  0.0127  -0.0037  0.0498
Si  9.4152  9.8897  28.9726  -0.0121  -0.0117  0.0375
Si  0.1312  1.9873  29.7108  -0.0087  0.0056  -0.0175
Si  3.8521  2.3093  29.7963  -0.0178  -0.0143  -0.0079
Si  7.997  2.0701  29.7602  0.0375  0.0073  -0.017
Si  1.8943  5.4888  29.7707  0.0035  0.008  -0.0082
Si  5.5747  5.6794  29.8115  -0.0258  0.0068  -0.0166
Si  11.516  6.5082  29.1368  -0.0066  -0.0254  0.0027
Si  -0.297  8.7398  29.8575  0  -0.0058  -0.018
Si  3.7243  9.0227  30.0494  -0.0235  0.0035  -0.0202
Si  7.4042  9.0345  29.7609  -0.004  0.0057  -0.0235
Si  1.6504  11.966  29.663  -0.0124  0.0267  -0.0418
Si  5.7611  12.3117  29.9076  0.0155  -0.0098  -0.0115
Si  11.4317  13.1448  28.851  0.0139  -0.0003  0.0626
Si  0.0099  2.142  32.1072  0.0075  0.0007  0.0125
Si  3.8533  2.2172  32.1635  0.009  0.0031  0.0051
Si  7.7458  2.1959  32.1291  -0.0033  0.0033  0.0396
Si  1.889  5.5235  32.1513  -0.0009  0.0001  0.0134
Si  5.74  5.5576  32.1746  0.0056  -0.0026  0.0031
Si  9.6044  5.5273  32.2884  -0.0076  -0.0116  0.006
Si  -0.1151  8.8671  32.2052  0.0039  -0.0071  0.0139
Si  3.8029  8.9374  32.3507  -0.0022  -0.0021  0.0075
Si  7.6086  8.9116  32.1424  -0.0038  0.0011  0.0122
Si  1.8516  12.1976  32.0746  0.0027  -0.0006  0.0162
Si  5.7312  12.262  32.2494  -0.015  0.0029  0.0038
Si  9.6089  12.2147  32.1686  0.0007  -0.0026  0.0116
Si  1.9276  1.0434  32.9228  -0.0042  -0.0005  -0.0039
Si  5.7972  1.114  32.9572  0.0008  0.0018  -0.0054
Si  9.6659  1.067  32.939  -0.007  -0.0015  -0.0129
Si  -0.0254  4.3872  32.9509  -0.0022  0.0042  0.0007
Si  3.8202  4.4373  32.9784  0.0065  -0.0018  -0.0034
Si  7.6648  4.4112  32.9828  0.0049  0.0055  -0.0096
Si  1.85  7.7633  32.9673  0.0031  0.0034  -0.0061
Si  5.7405  7.7771  33.0125  0.0037  -0.0056  -0.0037
Si  9.556  7.7898  32.9838  0.002  -0.0043  -0.0101
Si  -0.0591  11.1121  32.9633  0.0018  0.0059  -0.0082
Si  3.784  11.1771  33.0231  0.0043  -0.0002  -0.0079
Si  7.6723  11.1261  32.9821  0.0004  -0.0044  0.0008
Si  1.9349  1.1033  35.3126  0.0011  -0.0006  -0.0053
Si  5.8017  1.1198  35.3307  -0.0033  -0.0002  -0.0033
Si  9.6719  1.1098  35.3207  -0.003  0.0027  0.004
Si  0.0024  4.4495  35.327  -0.0018  0.0011  -0.0006
Si  3.8638  4.463  35.3431  -0.002  -0.0007  -0.0037
Si  7.7206  4.4577  35.3443  0.0027  -0.0031  -0.0103
Si  1.9223  7.8052  35.3353  0.0023  0.0024  0.0007
Si  5.8012  7.8074  35.3621  -0.002  0.0041  -0.0047
Si  9.6489  7.8161  35.3454  0.0011  -0.0007  -0.0043
Si  -0.0037  11.1587  35.3335  0.0008  0.0012  0
Si  3.8552  11.1757  35.369  0.0006  -0.0055  -0.0082
Si  7.732  11.1585  35.3445  -0.0037  0.0019  -0.0022
Si  0.0053  -0.0061  5.1657  -0.0041  0.0036  0.0023
Si  3.8686  0.0086  5.1495  -0.0023  0.007  -0.0048
Si  7.7566  0.0022  5.1553  0.0021  -0.0035  0.0078
Si  1.9378  3.3553  5.129  0.003  -0.0015  -0.0007
Si  5.8081  3.3342  5.1212  -0.0025  0.0037  0.0011
Si  9.6754  3.3499  5.1267  0.0016  -0.0004  0.0041
Si  0.0121  6.7124  5.1142  -0.0068  0.0068  0.008
Si  3.8623  6.7009  5.1104  0.0133  -0.0034  -0.0095
Si  7.7483  6.7033  5.0678  -0.0058  -0.0013  -0.0042
Si  1.9284  10.0633  5.1296  -0.0025  -0.0033  0.002
Si  5.801  10.0618  5.0869  0.0024  -0.0047  0.0024
Si  9.6494  10.0421  5.2215  0.0036  -0.0003  0.0003
Si  0.056  -0.0092  7.5648  0.0031  0.0013  -0.0034
Si  3.9165  0.0564  7.53  -0.0093  -0.011  0.0042
Si  7.8609  0.0323  7.5425  -0.0218  -0.0022  0.0062
Si  1.9781  3.391  7.4947  0  0.0004  -0.0016
Si  5.8576  3.3016  7.4818  0.0172  0.016  -0.002
Si  9.7409  3.3855  7.4907  -0.0069  -0.0009  -0.0008
Si  0.0839  6.7797  7.4705  0.0012  -0.0099  -0.0056
Si  3.9112  6.7348  7.4573  0.0172  -0.0007  0.0215
Si  7.791  6.7251  7.3903  -0.0007  0.0107  0.0123
Si  1.8914  10.1331  7.4964  0.0217  -0.0119  0.0077
Si  5.7795  10.1189  7.4223  0.0011  -0.0039  0.0243
Si  9.5917  10.0276  7.6734  0.0001  0.0109  0.0108
Si  0.0681  2.2532  8.2906  -0.0005  -0.0025  -0.0027
Si  3.898  2.2904  8.3257  -0.0158  -0.0038  -0.0072
Si  7.8407  2.2694  8.3296  -0.0063  -0.0072  -0.0141
Si  1.9829  5.6335  8.2928  -0.0011  0.0128  -0.0113
Si  5.8868  5.5606  8.0761  -0.0121  -0.0215  -0.0582
Si  9.7572  5.6547  8.1678  0.0119  0.0075  0.0019
Si  0.0156  8.9906  8.3554  -0.0019  -0.0028  -0.0129
Si  3.8404  9.0045  8.168  -0.0125  0.0034  -0.0071
Si  7.5474  8.8684  8.355  -0.002  0.0007  -0.004
Si  2.0167  12.3347  8.4  0.0034  0.0128  -0.0139
Si  5.8915  12.3573  8.2585  0.027  0.0063  -0.0035
Si  9.7494  12.2675  8.4764  -0.0121  -0.0129  -0.0091
Si  0.1987  2.2738  10.6512  0.0086  0.0229  0.0172
Si  3.98  2.5257  10.693  -0.0048  -0.0031  0.0103
Si  8.0114  2.2683  10.7069  -0.011  -0.0024  0.011
Si  4.0374  4.8303  11.2747  -0.0527  0.0137  -0.1104
Si  5.8551  5.9576  10.3408  -0.149  0.0909  -0.0231
Si  9.9979  5.6888  10.4848  -0.0001  0.0074  -0.0002
Si  0.2544  9.0746  10.7265  -0.0087  -0.0103  0.0292
Si  4.1321  9.0781  10.4836  -0.0038  -0.0027  0.0146
Si  7.9185  8.4017  12.1643  0.0341  0.03  -0.0261
Si  2.1815  12.4329  10.8149  0.0109  -0.0324  0.0269
Si  5.8467  12.6221  10.6048  -0.0079  -0.0335  0.0122
Si  10.0547  12.3101  10.9  -0.0047  -0.0259  0.0222
Si  2.1188  1.3011  11.6119  -0.0019  -0.0009  -0.0411
Si  5.9139  1.45  11.3976  0.0311  -0.0248  -0.0385
Si  9.9476  1.1587  11.5596  0.0097  0.0055  -0.0348
Si  0.1541  4.4877  11.4123  -0.0254  -0.0253  -0.0434
Si  2.004  5.7232  10.6709  -0.0071  0.0118  0.0036
Si  8.3383  4.4665  11.5109  0.1274  -0.07  0.0234
Si  2.2339  7.9281  11.4731  -0.0003  0.0029  -0.0775
Si  6.3673  8.255  10.4143  0.0047  0.0047  0.0018
Si  10.1325  7.7332  11.6828  -0.0174  0.0042  -0.0381
Si  0.3783  11.2294  11.7107  0.046  0.0447  -0.0723
Si  4.1401  11.2577  11.3532  0.006  0.0471  -0.0394
Si  8.4044  11.5152  12.3235  -0.0311  -0.0255  -0.0262
O  5.8511  1.5059  13.056  0.0048  -0.0046  0.0663
O  11.4453  4.4899  13.0617  -0.0317  -0.0006  0.0393
O  8.7375  4.5136  13.114  0.0194  0.0047  0.0334
O  1.8709  1.4006  13.2746  0.0025  -0.001  0.047
O  0.4918  11.0761  13.3761  -0.0109  -0.0096  0.0792
O  2.3687  7.9463  13.125  0.0127  -0.005  0.0726
O  10.781  7.613  13.2118  0.0138  -0.0026  0.0363
O  4.5499  10.9994  12.9538  -0.0037  -0.0133  0.0669
O  8.6276  12.1783  13.816  0.0087  -0.0009  0.028
O  4.3435  5.0342  12.8719  0.0443  -0.0108  0.0946
O  10.1101  1.2627  13.2187  -0.0045  0.0028  0.0485
O  7.4069  7.5262  13.4614  -0.0325  -0.0197  0.0271
O  5.1445  3.7504  27.1328  0.0046  0.0074  -0.0424
O  2.0502  3.2225  27.2097  -0.0065  -0.0177  -0.0616
O  7.3846  -0.1979  27.4597  0.0004  -0.0071  -0.0206
O  3.8234  7.2612  27.5887  -0.0184  0.0193  -0.0224
O  9.2093  9.8065  27.3209  0.0052  -0.0044  -0.0526
O  6.9896  7.1576  27.1615  0.0121  -0.0119  -0.0484
O  10.0061  3.5999  27.434  0.0061  0.0008  -0.0391
O  -0.2894  6.2597  27.5131  -0.0196  0.0209  -0.0473
O  4.5541  13.9106  27.2173  0.001  -0.0041  -0.0165
O  -3.0343  19.4437  29.0437  0.019  -0.0105  0.0096
O  -0.2271  12.9628  27.1859  -0.0152  -0.0194  -0.0685
O  5.3076  10.3685  27.2784  -0.019  0.0081  -0.0444
Si  5.5189  4.0925  25.5863  0.0208  0.0191  0.0062
Si  9.9321  9.5935  25.8614  -0.0078  -0.0031  0.0031
Si  10.7876  12.2958  25.8157  0.002  -0.0016  0.0213
Si  2.3456  0.5953  14.6349  -0.0123  0.0017  -0.0107
Si  3.7128  7.984  21.3419  0.002  -0.0032  0.0024
Si  9.6602  7.1408  21.301  -0.0063  0.0062  0.0195
Si  3.1421  4.3652  23.8494  -0.0039  0.0017  -0.0013
Si  4.457  9.3987  15.9133  -0.0069  0.0051  0.0085
Si  8.6508  8.8173  16.3198  0.0063  -0.0034  0.0186
Si  5.903  1.2368  24.1414  0.0056  0.0002  -0.0004
Si  10.6135  6.5888  26.0929  0.0113  -0.015  0.0147
Si  9.4274  13.7117  17.2607  0.0033  0.005  0.0117
Si  8.8745  2.0523  19.6726  -0.0036  -0.0012  0.0054
Si  4.6876  11.9277  14.2869  0.0047  -0.0035  -0.0375
Si  3.8531  9.6896  18.7924  -0.004  0.0012  0.0127
Si  12.0452  11.4834  14.9713  0.0088  0.009  -0.0117
Si  10.1034  4.5191  14.02  0.0072  -0.0083  0.0012
Si  4.4213  10.5064  25.8935  -0.0028  -0.0011  0.0088
Si  8.8902  11.6321  15.3446  0.0107  0.0211  -0.0048
Si  2.785  8.1414  26.6806  0.0103  -0.0005  -0.0053
Si  1.0212  10.1435  17.5655  0.0043  -0.0009  0.0006
Si  8.1604  0.1816  26.0878  0.0016  -0.0029  0.0029
Si  10.725  10.9199  21.2485  0.0035  0.0031  0.0035
Si  10.8655  7.2637  14.7988  -0.0106  -0.0248  -0.0197
Si  3.7003  0.068  25.8841  -0.0042  0.0045  -0.0116
Si  10.5468  -0.1044  23.0706  0.0038  0.0013  -0.0028
Si  0.6875  8.2349  22.0971  -0.0021  -0.0011  0.0042
Si  2.296  14.4305  20.2194  0.0003  0.0008  -0.0158
Si  4.2913  2.4695  16.0713  -0.0098  -0.0134  0.0227
Si  10.1216  2.6823  26.1  0.0071  0.0016  0.0177
Si  2.3358  7.4883  14.6962  -0.0143  0.0258  0.0076
Si  6.5637  7.4309  14.8537  0.0044  -0.0144  -0.0089
Si  9.5264  1.6958  14.6817  0.0069  0.0146  -0.0006
Si  9.5557  2.7532  23.2546  -0.0007  0.0061  -0.0013
Si  7.5228  6.4901  25.7612  -0.0135  -0.0005  0.0009
Si  5.2932  10.0557  22.9832  0.0064  0.0001  0.0153
Si  6.3936  0.9132  14.4757  -0.0023  -0.0022  -0.0066
Si  1.684  2.3872  25.8394  0.0051  0.0083  0.0145
Si  6.3896  14.4176  20.9186  0.0006  -0.0016  0.0046
Si  9.8827  9.1832  19.0304  0.0041  0.0026  0.0092
Si  4.7288  4.9155  21.2947  -0.0013  -0.0043  0.009
Si  11.5379  2.0323  21.3776  0.0009  -0.0039  0.0064
Si  4.5427  2.8611  19.1693  -0.0064  -0.0096  0.0085
Si  4.3922  5.2316  14.4693  0.0327  0.0059  0.0203
Si  7.9733  8.6931  23.5921  0.0055  -0.0058  0.0039
Si  11.8525  12.6141  18.9631  0.002  0.0059  0.0161
Si  4.3684  12.1612  20.7133  0.0066  0.0096  0.0038
Si  7.936  4.4114  21.2218  0.0034  -0.0025  0.0057
Si  1.2664  6.631  24.4598  0.0105  -0.0105  0.0033
O  8.0022  14.419  20.6258  0  -0.0008  -0.0025
O  6.0838  1.2196  22.5186  0.0018  0.0005  -0.013
O  1.0961  11.7207  17.9304  -0.0011  0.0004  -0.0069
O  1.1284  13.9364  19.2077  0.016  0.003  0.0058
O  10.2061  0.9332  15.9571  0.0007  -0.0116  0.0098
O  0.1499  11.8021  20.3616  -0.0033  -0.0005  -0.0058
O  4.6388  3.0305  17.5607  -0.0009  0.0033  -0.0008
O  -0.1262  5.8885  24.8909  -0.013  0.0129  0.0166
O  6.7867  5.0831  25.4742  -0.0213  -0.0097  0.0136
O  5.3068  10.5816  24.5322  0.0027  -0.0042  -0.0127
O  3.0826  8.5929  15.6158  0.0065  0.0035  -0.0068
O  9.6246  10.3247  20.1878  -0.0004  -0.0044  -0.007
O  11.3469  -0.3754  24.4705  -0.0014  0.0018  -0.0101
O  4.0304  11.1936  19.4328  0.0005  -0.0015  -0.0051
O  10.972  3.1002  22.486  0.0022  0  -0.0013
O  4.3441  10.9852  15.555  -0.0007  -0.021  0.0055
O  0.0047  0.5371  22.0328  0.0015  0.0025  -0.0029
O  10.7159  8.1883  25.8722  -0.012  -0.0007  0.0063
O  1.0374  10.2601  15.9126  0.0039  -0.0107  0.004
O  3.0773  6.0625  14.924  -0.0124  0.0045  -0.001
O  0.8215  7.2943  15.2411  0.0045  0.001  -0.0101
O  4.2633  4.3226  19.8398  0.0023  0.0018  -0.0005
O  7.917  1.4315  14.6945  -0.0224  0.002  -0.0157
O  1.1999  12.9399  15.1601  -0.0026  -0.0083  -0.0068
O  10.5094  11.5593  15.4857  -0.0191  -0.003  0.0018
O  8.7376  9.2277  17.8869  0.0049  0.0022  -0.0034
O  6.37  4.8486  21.3894  -0.0024  -0.0012  -0.0018
O  10.0933  8.3397  15.7327  -0.0092  0.0114  -0.0023
O  7.5888  7.593  16.1151  0.0033  0.0073  0.0003
O  11.2489  7.0328  21.69  -0.0034  0.0063  -0.0026
O  8.1901  10.1742  15.5316  -0.0013  -0.0116  -0.0023
O  4.2475  6.4562  21.4284  0.0015  -0.0029  -0.0025
O  5.8114  15.645  19.9994  -0.0035  -0.0006  -0.0044
O  10.4551  2.0434  20.1349  0.0033  -0.0022  -0.0005
O  9.4231  1.0917  23.3102  -0.0009  -0.0012  0.0036
O  10.4044  12.9522  18.3165  0.0007  -0.0006  -0.0084
O  6.8493  9.5682  22.7812  -0.0084  0.0059  -0.0004
O  5.5654  8.7135  14.9437  -0.0054  0.0019  -0.0032
O  10.0299  11.874  22.3999  0.0005  -0.0032  -0.0028
O  -0.0104  9.7001  21.9087  0.0031  -0.0035  -0.001
O  3.4721  11.8449  25.9335  0.007  -0.0043  0.0013
O  2.0076  7.0117  25.843  0.0009  0.0014  -0.0138
O  3.3581  1.7872  19.2959  0.0007  0.0018  0.0029
O  3.6015  13.1095  14.119  0.0026  0.0024  0
O  4.8262  9.3835  17.5083  0.0027  -0.0019  -0.0067
O  9.1458  12.3398  25.71  0.0159  0.0008  0.0046
O  6.1354  12.6758  14.4746  -0.014  0.023  -0.0185
O  4.2301  4.8551  24.9559  0.0026  -0.0037  0.0035
O  10.1998  5.7923  15.0249  0.0102  0.0318  -0.0063
O  9.9683  3.2293  14.9806  -0.0108  -0.0135  -0.006
O  8.2946  3.4203  22.4791  0.0006  0.0061  -0.0036
O  3.5594  9.148  25.68  -0.0016  -0.0012  0.0172
O  2.3021  3.1118  24.5013  0.0068  0.0083  -0.007
O  3.0833  13.1865  20.9826  0.0054  -0.0012  -0.0057
O  2.8713  1.6416  15.8017  0.0195  0.0177  0.003
O  9.6811  7.7525  19.7851  0.0011  0.0037  0.0004
O  11.3346  9.3994  18.2755  -0.012  -0.0018  -0.0012
O  4.3015  8.7926  22.6426  0.0007  -0.0006  -0.006
O  8.9081  5.7104  21.2648  0.0004  0.0025  -0.0031
O  8.855  9.6133  24.6274  0.0024  -0.0039  0.0051
O  4.262  8.6182  19.9445  0.0011  0.0014  -0.0031
O  9.0858  6.1069  25.9438  0.0244  0.0132  0.0158
O  5.7042  13.0425  20.3799  -0.0043  -0.0045  -0.0027
O  11.118  10.7069  25.7138  -0.0051  0.0061  0.0092
O  2.2766  0.8645  25.8958  0.0058  0.0008  0.0055
O  8.7291  1.5287  18.1218  0.0004  -0.0017  -0.011
O  7.1206  0.444  24.8812  -0.0097  0.0109  -0.0037
O  8.9306  8.0746  22.426  0.0142  -0.0162  -0.0201
O  8.3916  12.6162  16.5783  -0.0015  0.0028  -0.0008
O  7.2815  7.5035  24.4971  0.0056  0.0055  0.0017
O  1.0395  8.0314  23.6675  -0.0033  0.0055  -0.0069
O  5.7578  6.0183  14.9269  -0.0047  0.0089  -0.0176
O  2.0817  8.0962  21.2657  -0.0008  0.0004  -0.0008
O  5.5296  1.4882  15.7146  0.0018  0.0021  -0.0304
O  1.5273  2.2405  21.0611  0.0019  0.0055  -0.0033
O  11.664  2.2701  25.7775  -0.007  0.0022  0.0045
O  8.2865  3.5807  19.8419  0.0006  0.0033  -0.001
O  4.5124  0.4761  24.5274  0.005  0.0048  0.0075
O  9.1587  1.4175  26.4268  0.0037  -0.0019  -0.0021
O  9.5436  3.3848  24.7511  -0.0023  0.0011  -0.0056
O  5.8629  2.758  24.7195  -0.0007  -0.0068  0.0043
O  4.3131  3.7668  15.1165  -0.0013  -0.022  -0.0017
O  4.7666  11.2815  22.034  0.0001  0.0021  -0.0097
O  3.9644  4.0308  22.4656  0.007  0.0066  -0.011
O  2.1291  5.6024  23.5447  0.0007  0.0019  0.005
O  2.3302  9.4497  18.2401  0.0058  -0.0005  -0.0033
O  8.1897  36.7326  12.6519  0.0034  0.0299  -0.0056
O  2.8741  39.4631  28.8066  0.0086  -0.0015  0.0133
O  18.7066  -1.3809  11.4963  -0.0014  0.0203  -0.0279
O  13.4033  -4.2918  27.5728  0.0089  -0.0138  -0.0179
O  18.5274  2.9208  28.838  -0.0148  -0.0154  -0.0073
O  -4.6907  -8.16  11.382  0.0227  -0.0291  0.0187

Results
free energy: -219173.490 eV
free energy less fixed offsets of O -568.88, Si -635.61 eV per atom: -1.400 eV

The program warned: the cutoff lies below the one the program advises for these potential files; the forces do not sum to zero within the program's tolerance; the exchange-correlation potential is rough where the density is thin.
